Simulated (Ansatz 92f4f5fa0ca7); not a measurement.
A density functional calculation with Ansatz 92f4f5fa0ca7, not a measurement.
Periodic cell of 221 atoms, Si132O87H1N1, from a study of silicon, its oxide and their interface. The atomic structure is a simulated model.
Doubt: the cutoff is far below the 930 eV that the study's wrapper takes by default for these files, so forces and energies are approximate.
This geometry differs little from another in the collection (a relaxation step or a small displacement).

Settings
functional: PBE
potential files: Ansatz PAW
basis: plane waves
wave-function cutoff: 580 eV
density cutoff ratio: 5
exchange-correlation grid ratio: 1
k mesh: 1 x 1 x 1, Gamma-centred
self-consistency stop: 5e-08 eV per atom in the density residual
occupations: fixed
spin: none
net charge: 0

Cell vectors (angstrom)
a	10.938	0	0
b	0	10.938	0
c	0	0	32.578

Atoms and the computed forces on them: element, x, y, z (angstrom), force x, y, z (eV/angstrom)
Si	-0.2585	0.2939	25.1896	0.0006	-0.0005	0.0017
Si	5.6697	-0.2894	25.1735	0.0004	0.0002	-0.0055
Si	2.3709	2.996	25.1006	0.0003	-0.0006	0.0022
Si	8.4691	2.5185	25.1526	0.0013	-0.0006	-0.0044
Si	0.1357	5.2375	24.9724	0.0009	-0.0014	-0.0049
Si	5.2278	5.786	25.1038	0.0004	-0.002	0.0002
Si	2.9872	8.0055	25.0645	-0.0003	-0.0007	-0.0053
Si	7.9026	8.4356	25.1075	0.0026	-0.0008	0.0011
Si	1.309	1.4335	26.5022	-0.0016	0.0014	-0.0005
Si	6.8255	1.366	26.4061	-0.0008	0.0011	0.003
Si	4.0506	4.1368	26.3481	-0.0007	0.0001	-0.0003
Si	9.5856	4.119	26.4444	-0.0014	0.0009	0.0028
Si	1.3324	6.8346	26.3078	-0.0022	0.0019	0.0028
Si	6.7884	6.8795	26.4741	-0.0006	0.0008	-0.0005
Si	4.09	9.5344	26.4865	-0.0011	0.0008	0.0028
Si	9.5235	9.5827	26.4096	-0.0006	0.0002	-0.0004
Si	2.7171	0.0196	27.7886	0	-0.0002	-0.0011
Si	8.1841	0.0115	27.8082	0.0014	-0.0006	-0.001
Si	-0.0284	2.7766	27.8606	0.0017	-0.0012	-0.001
Si	5.4386	2.7589	27.7436	-0.0002	0.0003	-0.0017
Si	2.7017	5.4932	27.7624	0.0012	-0.0019	-0.0001
Si	8.1887	5.4852	27.7806	0.0007	-0.0003	-0.0017
Si	-0.0074	8.2045	27.7409	0.0001	-0.0005	-0.0023
Si	5.4527	8.2129	27.8631	0.0007	-0.0012	-0.0015
Si	4.1018	1.3673	29.1598	0.0296	0.114	-0.1737
Si	9.5708	1.3673	29.1598	-0.1722	-0.0085	0.273
Si	1.3673	4.1018	29.1598	0.1281	0.2866	0.2494
Si	6.8362	4.1018	29.1598	-0.1163	-0.0143	-0.2442
Si	4.1018	6.8362	29.1598	-0.2799	-0.1749	0.1923
Si	9.5708	6.8362	29.1598	0.057	0.0597	-0.2132
Si	1.3673	9.5708	29.1598	-0.1066	-0.0607	-0.2268
Si	6.8362	9.5708	29.1598	0.0293	0.1492	0.3583
Si	0	0	30.527	-0.0318	-0.0177	-0.0194
Si	5.469	0	30.527	0.0792	-0.014	0.0038
Si	2.7345	2.7345	30.527	0.0232	0.0446	-0.0192
Si	8.2035	2.7345	30.527	-0.0151	-0.111	0.0036
Si	0	5.469	30.527	0.0745	0.0084	-0.0069
Si	5.469	5.469	30.527	-0.0691	-0.0426	-0.0122
Si	2.7345	8.2035	30.527	0.0201	-0.0627	-0.0019
Si	8.2035	8.2035	30.527	0.0237	0.0398	-0.0204
Si	1.3673	1.3673	31.8943	-0.0011	-0.0007	-0.0193
Si	6.8362	1.3673	31.8943	-0.0242	0.0619	-0.0045
Si	4.1018	4.1018	31.8943	0.0216	-0.0254	0.0031
Si	9.5708	4.1018	31.8943	0.0147	0.0619	-0.0368
Si	1.3673	6.8362	31.8943	-0.0856	0.0016	-0.0209
Si	6.8362	6.8362	31.8943	0.0124	0.0222	-0.0251
Si	4.1018	9.5708	31.8943	-0.0447	0.0208	-0.0272
Si	9.5708	9.5708	31.8943	-0.0089	-0.0123	-0.0058
Si	2.7345	0	0.6835	0.0465	-0.0435	0.0262
Si	8.2035	0	0.6835	-0.0007	-0.0066	0.0079
Si	0	2.7345	0.6835	-0.0215	-0.0278	0.0159
Si	5.469	2.7345	0.6835	0.018	-0.0343	0.0317
Si	2.7345	5.469	0.6835	-0.0043	0.0548	-0.0009
Si	8.2035	5.469	0.6835	0.0078	-0.0438	0.0228
Si	0	8.2035	0.6835	0.0633	-0.0129	0.0222
Si	5.469	8.2035	0.6835	0.0013	-0.0076	0.0206
Si	4.1018	1.3673	2.0507	-0.057	0.0647	0.0063
Si	9.5708	1.3673	2.0507	0.0493	0.027	0.0035
Si	1.3673	4.1018	2.0507	-0.0168	0.0338	0.0168
Si	6.8362	4.1018	2.0507	-0.0068	0.062	0.0269
Si	4.1018	6.8362	2.0507	-0.0419	-0.0704	-0.0217
Si	9.5708	6.8362	2.0507	-0.0234	0.0183	0.0297
Si	1.3673	9.5708	2.0507	-0.0855	0.0194	0.0157
Si	6.8362	9.5708	2.0507	0.0808	0.0141	-0.0099
Si	0	0	3.418	0.195	0.0996	-0.3243
Si	5.469	0	3.418	0.1347	0.074	0.4658
Si	2.7345	2.7345	3.418	0.305	-0.233	0.0547
Si	8.2035	2.7345	3.418	-0.0874	-0.2125	0.1166
Si	0	5.469	3.418	-0.006	-0.1855	-0.0897
Si	5.469	5.469	3.418	-0.2486	-0.1441	-0.2647
Si	2.7345	8.2035	3.418	0.2729	0.0598	0.0609
Si	8.2035	8.2035	3.418	-0.1443	0.1734	-0.1933
Si	1.4258	1.3073	4.7815	0.0001	-0.0042	-0.0039
Si	6.8609	1.3687	4.8678	0.0012	-0.0003	0.0035
Si	4.1802	4.0294	4.8037	0.0034	0.0024	0.0003
Si	9.578	4.0731	4.7741	0.002	-0.0014	-0.0006
Si	1.4116	6.7918	4.7491	0.0003	0.0007	0.0012
Si	6.7678	6.8771	4.732	0.0043	-0.0049	0.003
Si	4.1254	9.5619	4.8328	0.0012	-0.003	0.0013
Si	9.5631	9.611	4.7412	0.0031	-0.003	-0.0035
Si	2.8159	-0.0135	6.2557	0.0006	0.004	0.0074
Si	8.2698	0.0142	6.2349	-0.0067	0.0039	-0.0042
Si	0.0357	2.6745	6.1004	-0.0039	0.0028	-0.0038
Si	5.5703	2.7447	6.3467	-0.0012	0.0019	0.0045
Si	2.769	5.3963	6.0979	-0.0029	-0.0022	-0.0056
Si	8.1314	5.4793	5.9926	-0.0082	0.0079	0.006
Si	0.0494	8.2306	5.9846	-0.0011	0.002	0.0036
Si	5.4699	8.1977	6.2399	-0.0002	0.005	-0.0046
Si	3.9306	1.6032	7.6519	0.0048	-0.0063	-0.0117
Si	9.9838	1.0931	7.5341	0.0009	-0.0029	0.0095
Si	1.6212	3.7874	7.3932	0.0038	0.0027	0.0115
Si	6.7161	4.4858	7.6003	0.0054	-0.0031	-0.0158
Si	4.2866	6.5301	7.4676	0.0065	-0.0044	0.0072
Si	9.3543	7.0627	7.1329	-0.002	-0.0034	-0.0095
Si	1.1917	9.6643	7.435	0.0017	-0.004	-0.0068
Si	7.1801	9.2842	7.4959	0.0015	-0.0019	0.0013
O	1.2764	4.1103	24.5227	-0.0005	0.0011	-0.0013
O	6.7971	9.5694	24.6124	-0.0019	-0.0002	0.0001
O	2.7536	2.7194	7.9182	-0.0058	0.0008	-0.0029
O	8.3242	8.1388	7.8527	-0.0009	0.0028	0.0039
O	5.4755	5.5079	7.9993	-0.0036	0.0017	0.0053
O	0.087	-0.1407	7.8867	0.0003	0.0045	-0.0005
O	4.1079	6.8868	24.5645	0.0002	0.0018	0.0002
O	9.5648	1.3887	24.6286	-0.0011	0.0004	-0.0012
O	1.6542	8.8807	8.8116	0.0001	0.0005	0.0029
O	0.9213	4.2486	8.8033	-0.0002	-0.0003	-0.0035
O	9.7569	1.7607	9.0424	0.0006	-0.0005	-0.0022
O	6.6847	9.8678	8.9553	0	-0.0007	0.0006
O	4.4142	1.164	9.1671	-0.0001	-0.0001	0.0068
O	3.4407	6.9446	8.8155	-0.0006	0.0008	-0.0033
O	7.5401	4.2105	9.0201	0.0005	0.0009	0.0056
O	10.049	6.1391	8.2709	0.0023	-0.0017	0.0036
O	2.9184	2.1562	23.7906	0.0006	-0.0004	-0.0013
O	4.8395	0.2575	23.8632	0.0007	-0.0007	0.001
O	7.9319	3.317	23.8145	-0.0002	-0.0001	0.0004
O	10.3053	5.7781	23.5914	0.0003	-0.0003	0.0012
O	8.4437	7.6897	23.7423	-0.0003	0.0001	-0.001
O	2.4449	8.7683	23.6987	0.0007	-0.0008	0.001
O	6.0532	5.2593	23.7721	-0.0002	0.0003	-0.0005
O	0.5411	10.6405	23.8884	0.0003	-0.0005	-0.0013
Si	3.2376	9.2085	11.9477	0.0026	0.0014	-0.0009
Si	8.1998	4.8069	10.4033	-0.0005	-0.0002	-0.0011
Si	7.0846	4.78	17.4972	-0.0003	0.0005	-0.0001
Si	4.308	1.6095	23.1424	-0.0007	0.0008	0.0005
Si	12.3909	3.3084	19.2672	-0.0001	-0.0004	0.0005
Si	7.9611	-2.9607	14.5444	-0.0002	-0.0002	0
Si	1.0964	9.3853	23.0223	-0.0004	0.0012	0.0008
Si	4.0573	12.914	20.128	0.0009	0	0.0013
Si	-2.3796	2.9473	12.6689	-0.0001	0.0007	-0.0002
Si	-3.9042	14.2041	20.1485	-0.0001	0.0004	0.0011
Si	1.1332	-4.5897	18.5317	0.0023	-0.0004	0.0011
Si	0.8933	11.2009	12.4528	-0.0026	0.0021	-0.0008
Si	10.3308	9.7586	14.8399	-0.0001	0	-0.0005
Si	-6.0121	3.1384	16.0824	-0.0001	0.0006	0.0002
Si	7.2138	10.2458	10.4607	0.0049	0	0.0052
Si	0.6789	17.6524	15.4776	-0.0002	0.0004	0.0002
Si	-1.3735	4.1868	15.4356	0.0002	0.0004	0.0001
Si	-0.0088	5.4228	9.4085	-0.0019	0.0014	-0.0002
Si	5.0803	7.4311	13.575	0.0006	-0.0018	0.0005
Si	6.5753	3.8695	23.1058	0	0.0002	0.0005
Si	7.5099	7.7135	17.3856	0	-0.0005	0.0006
Si	9.8168	1.0656	10.5306	-0.0006	-0.0054	0.0004
Si	2.1978	11.6127	18.211	-0.0002	-0.001	0.0003
Si	9.7942	1.8746	19.7468	-0.0004	0.0003	0.0005
Si	4.653	0.7233	10.7206	0.0027	-0.0006	-0.0002
Si	3.034	2.18	13.051	-0.0001	0.0002	0.0003
Si	2.1869	7.5752	9.6374	-0.0024	0.0009	0.0004
Si	5.9169	9.5779	15.6381	0.0002	-0.0001	0.0002
Si	3.2	5.0102	14.4253	0.0009	0.0001	0
Si	9.714	7.1443	22.8787	-0.0005	0	0.0001
Si	11.3004	10.2375	20.2676	0.0002	-0.0012	0.0004
Si	7.3114	-3.6023	11.8073	0	0.001	-0.0007
Si	-1.3562	7.5647	19.8135	0.0002	-0.0005	0.0003
Si	3.6614	0.5312	15.7966	0.0002	-0.0003	-0.0004
Si	9.6556	12.3551	16.5483	0.0001	0.0001	-0.0005
Si	7.0561	1.5007	14.8065	-0.0001	0.0001	0.0002
O	4.3537	9.9773	15.8545	0.0001	0.0004	0.0001
O	10.2812	-0.0535	16.0768	0.0001	-0.0001	-0.0002
O	8.7174	-0.1202	10.4937	-0.0047	0.0012	-0.0005
O	0.2144	8.2812	15.0231	0.0002	0.0001	-0.0006
O	4.4077	-4.8576	14.1847	-0.0005	0	0.0001
O	2.8394	14.0464	20.1563	-0.0004	-0.0002	-0.0009
O	1.8791	5.9785	14.5965	0.0007	-0.0002	0
O	-1.7727	14.816	13.8711	0.0002	-0.0003	-0.0003
O	-2.8341	1.5628	16.0486	0.0003	0	0.0001
O	-1.0917	4.7809	10.4399	0.0006	-0.0002	0.0003
O	10.5375	-4.4645	19.0771	0.0013	0.0008	-0.0005
O	8.4261	7.4245	16.0332	0.0004	0	-0.0003
O	-3.2055	1.7173	13.3482	0.0002	-0.0003	-0.0003
O	3.469	12.1473	14.3216	0.0001	-0.0001	-0.0001
O	1.3746	9.9321	21.5146	0.0002	-0.0006	-0.0007
O	8.2532	7.1259	13.1678	-0.0004	-0.0003	-0.0009
O	8.296	2.2242	20.3142	0	-0.0003	-0.0006
O	10.3301	8.9829	19.9906	0.0012	-0.0002	-0.0009
O	4.0882	1.2564	21.5844	0	-0.0001	-0.0011
O	-3.6796	8.9009	11.3751	0.0001	0.0047	-0.0028
O	6.8628	4.115	21.5312	0.0001	-0.0004	-0.0013
O	8.3236	7.8645	18.796	0.0002	-0.0001	-0.0008
O	12.2091	10.4965	18.9418	0.0007	0	-0.0007
O	6.6181	6.3505	17.5282	0.0007	-0.0001	-0.0004
O	-2.6784	4.4907	16.396	0.0002	-0.0001	-0.0004
O	9.6284	2.1927	11.6942	0.0006	-0.0007	-0.0005
O	10.7935	10.6763	13.5785	0.0009	0.0003	-0.0015
O	5.9579	2.7313	14.869	-0.0005	0.0001	0.0001
O	6.4447	10.9451	14.9102	0.0002	0.0001	0
O	-0.491	16.5006	15.4392	0.0003	-0.0001	-0.0001
O	-2.1512	-1.5563	14.453	0.0005	0.0006	0
O	4.0045	1.7982	11.7759	-0.0005	-0.0006	-0.0006
O	-7.336	11.7503	19.0622	-0.0001	-0.0004	-0.0007
O	2.7134	7.9431	11.1131	-0.0008	-0.0022	-0.0013
O	5.7975	6.899	12.2103	0.001	0.0008	0.001
O	2.1497	-3.7417	19.487	0.0176	0.0204	-0.0141
N	6.2371	8.2297	14.5946	-0.0007	-0.0006	-0.0007
O	9.2218	6.9766	21.3156	0.0003	-0.0001	-0.0006
O	1.4849	12.6962	12.7627	-0.0004	-0.0004	-0.0004
O	-0.0298	8.229	22.9657	0.0003	-0.0002	-0.0005
O	6.6356	9.0934	17.0657	0.0005	0.0001	-0.0004
O	-3.4161	4.3144	18.9956	0.0001	-0.0004	-0.0003
O	2.3122	0.2142	16.6507	0	-0.0002	-0.0003
O	-0.0231	3.0789	19.9783	0	0	-0.0003
O	1.5108	4.7703	18.5902	-0.0003	-0.0009	-0.0008
O	4.0683	10.1522	10.9227	0.0009	0.002	-0.001
O	5.4199	2.7646	23.3444	0.0002	-0.0005	-0.0003
O	3.6524	4.101	15.7182	0.0003	-0.0001	-0.0008
O	5.5747	13.491	19.8247	-0.0002	-0.0004	-0.0007
O	-3.2581	3.9176	11.6777	0.0003	-0.0001	0
O	4.0154	8.6115	13.2358	0.0004	-0.0002	0.0017
O	6.2522	0.5211	11.0015	0.0003	-0.0042	-0.0022
O	9.652	1.4538	18.1719	0	-0.0004	-0.0002
O	-0.5907	13.7637	15.9853	-0.0001	0.0002	-0.0003
O	4.4505	1.6868	16.6614	-0.0001	0.0002	-0.0003
O	1.5179	13.09	18.1161	-0.0002	-0.0013	0.0003
O	5.746	-7.0116	17.2114	-0.0002	-0.0005	-0.0008
O	0.9885	6.5421	10.0165	0.0018	-0.0005	-0.0001
O	1.2355	6.8955	16.9983	-0.0002	0.0005	0.0008
O	2.0574	10.0976	12.5593	-0.0003	-0.0005	0.002
O	7.7873	6.3805	10.5922	-0.0003	0.0005	0.001
O	11.2157	0.3185	10.9402	-0.0026	0.0032	0.0008
O	10.3527	11.5263	20.5866	0.0003	0.0001	-0.0006
O	3.0558	3.8159	13.2782	0.0007	0.0009	0.0006
H	2.6833	-3.0452	19.0779	-0.023	-0.0172	0.0127

Results
free energy: -133795.210 eV
free energy less fixed offsets of H -15.97, N -385.13, O -568.88, Si -635.61 eV per atom: -1.030 eV

The program warned: the cutoff lies below the one the program advises for these potential files; the forces do not sum to zero within the program's tolerance; the exchange-correlation potential is rough where the density is thin.
